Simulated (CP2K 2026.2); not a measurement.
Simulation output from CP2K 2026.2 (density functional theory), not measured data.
Periodic cell of 505 atoms, Si352O153, from a study of silicon, its oxide and their interface. The atomic structure is a simulated model.
Doubt: the forces sum to 1.00 eV/angstrom along one axis rather than to zero, so they err by at least 0.0020 eV/angstrom per atom on average; the grid cutoff is modest.

Settings
functional: PBE
method: Gaussian and plane waves
basis set: DZVP-MOLOPT-SR-GTH
pseudopotentials: GTH-PBE
grid cutoff: 350 Ry, relative cutoff 50 Ry
k points: Gamma only
occupations: fixed
spin: none
net charge: 0

Cell vectors (angstrom)
a 15.3866 0 0
b 0 15.3866 0
c -3.5994 4.1758 37.513

Atoms and the computed forces on them: element, x, y, z (angstrom), force x, y, z (eV/angstrom)
Si 11.797 4.445 31.42 0.085 -0.192 0.79
Si 11.802 7.6 31.317 -0.081 0.226 0.77
Si 11.6 12.252 31.401 0.128 -0.229 0.758
Si 11.725 15.419 31.449 0.085 0.217 0.781
Si 0.341 3.856 31.307 -0.036 0.184 0.795
Si 0.173 8.296 31.308 0.031 -0.208 0.828
Si 0.158 11.436 31.373 0.029 0.163 0.766
Si 0.194 16.118 31.383 0.061 -0.179 0.754
Si 4.141 3.771 31.635 0.018 0.024 -0.043
Si 3.99 8.062 31.562 0.085 -0.096 0.625
Si 4.117 11.233 31.32 -0.132 0.33 0.725
Si 4.085 16.751 31.398 0.047 0.023 0.742
Si 8.077 3.865 31.545 -0.178 0.157 0.716
Si 7.894 8.325 31.41 -0.011 -0.219 0.762
Si 7.866 11.456 31.555 0.009 0.095 0.781
Si 8.023 16.143 31.439 -0.157 -0.206 0.793
Si -1.608 4.175 32.649 -0.007 -0.001 -0.034
Si -1.711 7.986 32.682 -0.014 0.001 -0.055
Si -1.789 11.808 32.638 0.003 0.015 -0.038
Si -1.704 15.759 32.72 0.006 -0.021 -0.019
Si 2.159 4.134 32.793 -0.017 -0.005 -0.034
Si 2.028 7.995 32.766 0.001 0.011 -0.034
Si 2.159 11.795 32.573 -0.011 -0.012 -0.041
Si 2.199 15.843 32.602 0.056 -0.001 -0.086
Si 6.101 4.134 32.838 0.012 0.005 -0.044
Si 5.998 7.965 32.769 -0.006 -0.007 -0.022
Si 5.914 11.751 32.768 -0.02 -0.014 -0.045
Si 5.976 15.823 32.585 -0.026 0 -0.101
Si 9.956 4.127 32.859 0.025 0.042 -0.004
Si 9.868 7.997 32.646 -0.004 -0.007 -0.034
Si 9.792 11.862 32.823 -0.008 -0.003 -0.041
Si 9.856 15.731 32.827 0.001 -0.014 -0.041
Si -1.637 6.073 34.056 0.008 0.021 0.047
Si -1.773 9.916 34.05 -0.005 -0.001 0.03
Si -1.679 13.764 34.003 0.006 -0.007 0.019
Si -1.708 17.667 34.084 -0.002 -0.007 0.015
Si 2.113 6.077 34.102 -0.019 0.011 0.034
Si 2.12 9.947 34.078 -0.006 0.006 0.052
Si 2.192 13.803 33.884 -0.057 0 -0.002
Si 2.131 17.616 34.157 0.018 0.031 0.029
Si 6.042 6.071 34.134 0.016 0.026 0.037
Si 5.966 9.872 34.165 0.022 -0.018 0.05
Si 5.936 13.819 33.938 0.055 -0.001 0.01
Si 6.069 17.593 34.163 -0.024 0.015 0.017
Si 9.848 6.113 34.095 -0.006 0.003 0.043
Si 9.882 9.887 34.089 0.001 0 0.031
Si 9.78 13.792 34.146 -0.018 -0.005 0.045
Si 9.928 17.613 34.212 0.003 -0.008 0.019
Si 11.802 6.091 35.42 0.001 -0.013 -0.032
Si 11.762 9.907 35.48 0 0.002 0.016
Si 11.782 13.777 35.409 -0.007 0.003 -0.028
Si 11.831 17.634 35.53 0.001 0.004 0.018
Si 0.225 6.072 35.481 -0.011 0.004 0.008
Si 0.181 9.947 35.405 0.011 -0.006 -0.009
Si 0.269 13.776 35.329 0.015 0 -0.003
Si 0.201 17.618 35.472 0.003 0.015 0
Si 4.07 6.082 35.436 0.007 -0.01 -0.018
Si 4.027 9.904 35.474 0.003 -0.002 -0.002
Si 4.052 13.791 35.351 -0.006 -0.016 -0.016
Si 4.094 17.618 35.465 -0.001 -0.012 -0.006
Si 7.95 6.086 35.49 0.01 0.007 0.013
Si 7.936 9.898 35.449 -0.014 0.008 -0.011
Si 7.828 13.792 35.415 -0.006 0 0.013
Si 7.97 17.602 35.52 0.01 0.008 0.007
Si 11.784 4.192 36.831 -0.005 0.005 0.009
Si 11.787 7.985 36.823 -0.008 0.009 0.011
Si 11.768 11.863 36.79 0.003 -0.015 0.005
Si 11.8 15.672 36.819 0.005 0.001 0.007
Si 0.221 4.152 36.833 0.002 -0.002 0.017
Si 0.221 8.025 36.794 -0.002 -0.001 0.005
Si 0.228 11.876 36.751 -0.012 0.002 -0.005
Si 0.228 15.664 36.772 -0.004 -0.006 -0.004
Si 4.077 4.162 36.809 0 0.001 0.007
Si 4.056 7.986 36.825 0.003 0.008 0.004
Si 4.061 11.872 36.758 -0.002 -0.008 0.015
Si 4.068 15.677 36.785 0.011 0.017 0.001
Si 7.938 4.158 36.841 0 0.014 0.011
Si 7.93 8.004 36.841 0.011 -0.007 0.004
Si 7.896 11.853 36.772 0.006 -0.002 -0.002
Si 7.914 15.671 36.837 -0.005 -0.005 0.005
Si 1.893 15.342 11.553 0.003 0.001 0.004
Si 1.898 3.849 11.554 -0.009 0.005 -0.01
Si 1.902 7.686 11.595 -0.005 -0.005 -0.001
Si 1.892 11.513 11.603 0.013 -0.011 -0.002
Si 5.743 15.379 11.507 -0.002 0.002 -0.008
Si 5.742 3.821 11.544 0.009 -0.002 -0.006
Si 5.732 7.704 11.577 -0.002 -0.015 0.009
Si 5.72 11.485 11.561 0.002 0.006 0.003
Si 9.6 15.347 11.511 0.001 0.015 -0.003
Si 9.601 3.837 11.513 -0.012 -0.016 -0.009
Si 9.603 7.657 11.515 -0.006 0.012 -0.001
Si 9.612 11.545 11.515 0.004 -0.012 -0.003
Si 13.447 15.356 11.519 -0.003 0.004 -0.014
Si 13.462 3.816 11.544 0.001 -0.009 -0.011
Si 13.476 7.721 11.572 -0.007 0.001 0.003
Si 13.468 11.485 11.589 -0.005 -0.005 0.002
Si 1.883 1.902 12.865 0.01 0.019 0.011
Si 1.929 5.762 12.954 0.01 -0.003 0.022
Si 1.868 9.596 12.993 0.006 -0.036 -0.013
Si 1.885 13.437 12.969 0.003 0.001 0.041
Si 5.752 1.889 12.9 0.001 0.003 0.013
Si 5.749 5.755 12.889 -0.011 -0.013 -0.011
Si 5.688 9.601 13.003 0.003 0.02 0.036
Si 5.716 13.45 12.836 0.019 0.007 -0.038
Si 9.588 1.896 12.831 0.003 0.005 -0.023
Si 9.612 5.744 12.894 0.004 0.004 0.02
Si 9.625 9.604 12.814 0.015 -0.004 -0.049
Si 9.604 13.449 12.909 0.001 -0.005 0.02
Si 13.435 1.873 12.893 -0.025 0.009 0.016
Si 13.482 5.77 12.862 0 0.001 -0.016
Si 13.506 9.6 13.038 0.002 0.012 0.033
Si 13.471 13.44 12.885 -0.025 0.011 -0.017
Si -0.022 1.846 14.239 -0.013 0.013 -0.05
Si -0.026 5.787 14.269 -0.012 -0.006 -0.028
Si 0.048 9.619 14.514 -0.014 0.02 -0.003
Si -0.062 13.421 14.336 -0.019 0.013 0.001
Si 3.797 1.899 14.219 0.004 0.006 -0.055
Si 3.878 5.759 14.312 0.039 -0.005 -0.034
Si 3.72 9.593 14.427 0.001 0.008 0.011
Si 3.859 13.463 14.268 0.022 0.017 0.021
Si 7.71 1.893 14.226 0.014 -0.002 -0.042
Si 7.668 5.739 14.235 -0.008 -0.008 -0.033
Si 7.74 9.625 14.174 0 0.009 -0.035
Si 7.61 13.46 14.185 -0.001 0.01 -0.04
Si 11.474 1.903 14.207 -0.032 0.008 -0.04
Si 11.575 5.759 14.207 0.005 -0.007 -0.032
Si 11.481 9.577 14.246 -0.012 0.001 -0.032
Si 11.57 13.451 14.24 -0.017 0.012 -0.02
Si 0.01 15.343 15.678 -0.019 0.018 0.047
Si -0.055 3.807 15.501 0.019 -0.015 0.032
Si -0.006 7.594 15.819 -0.002 -0.002 0.036
Si -0.01 11.633 15.909 -0.013 -0.041 0.066
Si 3.765 15.398 15.613 0.047 0.023 0.032
Si 3.9 3.784 15.604 -0.006 -0.003 0.038
Si 3.808 7.612 15.798 -0.008 -0.009 0.037
Si 3.729 11.622 15.733 0.058 -0.042 0.042
Si 7.619 15.351 15.574 0.021 0.01 0.004
Si 7.722 3.805 15.6 0.009 0 0.031
Si 7.753 7.713 15.507 -0.018 -0.009 0.023
Si 7.639 11.543 15.517 0.005 -0.007 -0.001
Si 11.507 15.389 15.587 -0.003 0.002 0.011
Si 11.544 3.839 15.545 -0.004 -0.007 0.035
Si 11.521 7.647 15.603 0.019 -0.003 0.05
Si 11.516 11.508 15.572 0.024 -0.003 0.012
Si 1.916 14.987 17.046 -0.011 0.061 0.003
Si 1.881 3.861 16.76 0.087 -0.154 -0.727
Si 1.888 6.998 17.128 0.009 0.449 -0.811
Si 1.921 12.466 17.134 -0.038 0.058 0.028
Si 5.698 15.723 16.897 -0.044 -0.172 -0.74
Si 5.835 3.467 16.941 -0.08 0.181 -0.767
Si 5.897 8.038 16.852 -0.197 -0.218 -0.715
Si 5.748 11.179 16.864 -0.106 0.167 -0.749
Si 9.546 15.024 16.853 0.058 0.2 -0.715
Si 9.66 4.171 16.89 -0.03 -0.18 -0.754
Si 9.607 7.32 16.914 0.014 0.158 -0.779
Si 9.555 11.889 16.808 0.033 -0.113 -0.718
Si 13.431 15.751 16.9 0.048 -0.273 -0.687
Si 13.452 3.542 16.874 -0.017 0.248 -0.773
Si 13.37 7.895 17.033 0.077 -0.299 -0.765
Si 13.329 11.103 17.034 0.149 0.308 -0.735
Si 10.128 17.222 18.96 0.01 0.046 -0.25
Si 1.133 12.963 21.996 0.014 0.06 -0.061
Si 5.513 10.641 22.512 0 -0.026 -0.059
Si 0.801 8.75 22.885 0.011 -0.009 0.046
Si 5.778 5.851 18.975 0.092 -0.02 -0.121
Si 4.282 8.808 27.075 -0.108 0.116 -0.041
Si 11.805 7.321 23.547 -0.053 -0.143 -0.042
Si 3.967 17.705 20.917 -0.084 -0.145 -0.017
Si 7.659 6.418 21.414 0.056 0.021 -0.076
Si 9.456 2.612 21.88 -0.046 0.071 -0.017
Si 12.086 10.108 24.196 0.07 0.074 0.015
Si 7.603 14.159 20.985 0.096 0.063 -0.028
Si 10.487 13.51 20.909 -0.015 0.087 -0.006
Si 12.264 11.143 19.802 -0.003 0.098 -0.118
Si 9.891 9.649 19.02 0.012 -0.078 -0.253
Si 10.083 16.171 24.378 -0.057 0.043 0.075
Si -1.274 10.89 22.284 0.058 0.08 0.008
Si 1.899 16.747 18.79 0.041 -0.574 -0.432
Si 3.101 9.601 20.975 -0.006 0.134 -0.059
Si 2.475 12.333 19.425 -0.155 -0.03 -0.674
Si -0.476 4.561 21.37 -0.024 0.062 -0.082
Si -1.334 9.977 26.631 0.012 0.112 0.03
Si 3.146 7.076 19.734 -0.11 -0.049 -0.131
Si 12.967 15.276 25.087 0.17 0.073 0.125
Si 6.73 16.997 21.699 -0.056 -0.007 0.044
Si 2.612 4.904 21.748 0.108 -0.05 0.113
Si 8.951 13.6 23.481 0.124 0.023 -0.09
Si 9.098 10.707 24.379 -0.045 -0.04 -0.085
Si -0.65 6.223 23.82 0.106 -0.054 -0.025
Si 13.072 5.656 19.265 -0.023 0.012 -0.14
Si 12.041 8.679 28.327 0.056 -0.033 0.187
Si 12.508 15.634 19.639 -0.02 -0.065 -0.16
Si 10.561 5.478 21.234 0.034 -0.049 -0.145
Si -1.324 17.456 27.05 -0.073 -0.027 0.086
Si -1.237 5.157 26.551 0.063 0.016 0.13
Si 3.893 4.945 24.668 -0.012 -0.064 0.025
Si 3.097 12.572 26.113 -0.325 0.353 0.315
Si 8.468 4.989 26.745 -0.031 0.044 0.066
Si -2.223 12.941 27.238 0.055 -0.041 0.13
Si 4.455 16.074 23.292 0.006 0.077 0.066
Si 5.382 13.389 19.041 -0.114 0.05 -0.287
Si 0.086 15.593 23.406 -0.059 -0.032 0.105
Si 1.639 9.921 25.65 0.032 0.092 0.106
Si 4.389 5.394 29.947 -0.221 -0.451 0.53
Si -0.502 17.028 20.895 0.141 -0.073 -0.124
Si 7.67 15.244 28.579 0.003 0.052 0.16
Si 4.908 11.292 28.426 -0.023 0.146 0.148
Si 3.908 17.517 25.859 -0.03 -0.014 0.022
Si 11.798 17.594 29.155 -0.021 -0.016 0.132
Si 1.325 16.306 26.26 0.223 -0.495 0.265
Si 10.807 11.419 28.466 0.038 0.123 0.24
Si 7.498 5.979 29.468 0.097 0.005 0.17
Si 3.935 13.035 23.204 -0.146 0.069 0.091
Si 6.718 9.154 25.054 -0.096 -0.007 0.083
Si 0.368 6.086 29 0.074 -0.059 0.208
Si -0.023 13.765 29.223 0.023 0.012 0.094
Si 4.636 16.114 28.385 -0.061 0.076 -0.083
Si 3.107 6.021 27.461 -0.024 -0.064 -0.034
Si 8.043 9.551 21.593 0.005 -0.052 -0.003
Si 2.313 14.421 27.197 -0.162 0.111 -0.59
Si 6.824 6.097 24.315 -0.114 -0.015 0.031
Si 11.279 6.341 26.349 0.06 0.113 0.022
Si 9.337 17.482 27.115 0.073 -0.061 0.115
Si 7.832 12.293 28.663 -0.116 -0.022 0.182
Si 1.909 15.38 0.684 0.001 -0.008 0.002
Si 1.917 3.83 0.667 -0.005 0.006 -0.003
Si 1.912 7.691 0.628 -0.002 0.003 0.001
Si 1.927 11.491 0.659 -0.009 0.001 0.003
Si 5.756 15.366 0.662 -0.013 -0.007 0.002
Si 5.734 3.826 0.662 0 -0.003 -0.006
Si 5.743 7.685 0.62 0.008 -0.008 -0.01
Si 5.746 11.508 0.635 -0.002 0.015 -0.003
Si 9.597 15.375 0.665 0.004 -0.002 0
Si 9.589 3.827 0.665 0.002 -0.004 -0.002
Si 9.579 7.674 0.631 -0.003 -0.006 -0.01
Si 9.58 11.509 0.66 0.005 0.018 0.002
Si 13.459 15.377 0.679 -0.001 -0.011 0.004
Si 13.458 3.819 0.671 0.002 0.002 0.005
Si 13.43 7.69 0.626 0.004 0 -0.005
Si 13.458 11.496 0.655 0.003 0.004 0.005
Si 1.915 1.914 2.038 0.004 -0.001 0.004
Si 1.91 5.768 2.002 0.007 -0.006 -0.005
Si 1.91 9.584 2.025 -0.005 0.002 0.002
Si 1.91 13.432 2.01 0 0.005 0.001
Si 5.745 1.902 2.026 -0.014 0.005 0.01
Si 5.75 5.764 2 0.005 -0.003 0.004
Si 5.747 9.592 2.005 -0.01 -0.004 0.001
Si 5.752 13.432 2.006 -0.005 0.004 0.002
Si 9.595 1.907 2.03 0.002 0.002 0.007
Si 9.586 5.759 2.01 -0.005 -0.001 0.004
Si 9.591 9.586 2.014 0.01 0.002 -0.003
Si 9.59 13.44 2.015 -0.013 -0.002 0.004
Si 13.448 1.906 2.043 -0.002 0.004 0.005
Si 13.445 5.765 1.999 0.01 -0.01 -0.008
Si 13.446 9.586 2.022 0.019 0.001 -0.001
Si 13.452 13.432 2.01 -0.003 0.005 -0.002
Si -0.012 1.908 3.392 0.007 -0.001 -0.002
Si -0.018 5.762 3.363 -0.003 0.02 0.001
Si -0.016 9.588 3.378 0.003 -0.005 0.008
Si -0.013 13.433 3.373 0.002 -0.017 -0.001
Si 3.832 1.904 3.397 -0.007 -0.005 0.004
Si 3.83 5.76 3.369 0.003 0.005 -0.001
Si 3.833 9.591 3.379 -0.007 -0.003 0.002
Si 3.831 13.439 3.373 0.005 0 0.002
Si 7.67 1.906 3.388 0.003 0.001 0.001
Si 7.666 5.756 3.375 -0.002 0.004 0.001
Si 7.668 9.59 3.374 0 0 -0.003
Si 7.669 13.439 3.379 0.001 -0.002 -0.006
Si 11.518 1.905 3.392 0.001 0 0.002
Si 11.52 5.756 3.365 -0.005 0.004 -0.005
Si 11.517 9.592 3.374 -0.001 0.003 -0.003
Si 11.523 13.438 3.369 0.001 -0.004 0
Si -0.013 15.359 4.736 0.002 0.007 -0.009
Si -0.017 3.841 4.735 0.001 -0.004 -0.009
Si -0.017 7.671 4.741 0.006 0.006 0.002
Si -0.016 11.513 4.735 -0.003 -0.006 -0.002
Si 3.828 15.358 4.743 -0.004 0.003 -0.004
Si 3.83 3.838 4.739 0.003 -0.003 -0.004
Si 3.83 7.673 4.742 0.004 0.003 0
Si 3.829 11.517 4.735 -0.004 -0.001 -0.005
Si 7.67 15.362 4.744 -0.011 -0.004 0.001
Si 7.67 3.835 4.744 -0.004 0.005 0.003
Si 7.67 7.674 4.745 -0.002 -0.002 0
Si 7.671 11.513 4.737 0.001 0.001 -0.003
Si 11.521 15.358 4.741 0 0.001 -0.002
Si 11.52 3.838 4.739 0.003 0.001 -0.001
Si 11.52 7.672 4.739 0.009 0.002 -0.002
Si 11.521 11.516 4.734 0 -0.004 -0.002
Si 1.905 15.358 6.103 0.004 -0.006 0.005
Si 1.905 3.839 6.099 0.001 0.006 0.001
Si 1.906 7.672 6.101 -0.003 -0.004 0.005
Si 1.906 11.516 6.096 0.002 0.001 0.004
Si 5.747 15.362 6.107 -0.006 0.002 0.006
Si 5.747 3.833 6.107 -0.009 0.001 0.007
Si 5.748 7.676 6.108 -0.005 0.001 0.003
Si 5.747 11.515 6.1 0 -0.003 -0.001
Si 9.597 15.357 6.104 0.002 -0.004 0.006
Si 9.597 3.839 6.104 0.001 0.002 0.005
Si 9.598 7.672 6.104 -0.002 0.002 -0.001
Si 9.597 11.515 6.096 -0.003 0.001 -0.001
Si 13.45 15.362 6.097 0.009 -0.006 0.002
Si 13.448 3.833 6.097 0.002 0.008 0.002
Si 13.446 7.676 6.099 0 -0.003 0.002
Si 13.447 11.513 6.094 0.005 0.001 0.003
Si 1.904 1.907 7.447 -0.004 0.002 -0.003
Si 1.906 5.756 7.472 0 0.005 0
Si 1.905 9.595 7.458 0.002 -0.001 -0.002
Si 1.902 13.433 7.466 -0.003 -0.002 0.004
Si 5.744 1.904 7.464 -0.002 -0.005 0.001
Si 5.742 5.756 7.47 0.005 0.007 0.004
Si 5.745 9.598 7.472 -0.003 0.003 -0.003
Si 5.741 13.434 7.464 0.004 -0.007 -0.002
Si 9.6 1.906 7.453 -0.001 0.002 0.006
Si 9.599 5.759 7.479 0.002 0.017 0.006
Si 9.599 9.596 7.463 0.003 0.003 -0.002
Si 9.596 13.429 7.467 0 -0.023 0.002
Si 13.451 1.904 7.454 0.003 0 -0.004
Si 13.45 5.755 7.46 0.004 0.004 0.001
Si 13.452 9.596 7.466 0 0 0.002
Si 13.454 13.436 7.453 -0.007 0 -0.002
Si -0.01 1.904 8.817 0.006 0.005 -0.009
Si -0.019 5.761 8.83 -0.008 -0.004 -0.008
Si -0.008 9.598 8.829 0.003 -0.004 -0.005
Si -0.02 13.427 8.83 0.006 0.003 -0.004
Si 3.814 1.906 8.821 -0.008 0.005 -0.007
Si 3.823 5.761 8.841 -0.008 -0.002 -0.003
Si 3.816 9.595 8.831 0.005 0 -0.005
Si 3.82 13.428 8.832 -0.001 0 -0.001
Si 7.676 1.906 8.813 0 0.001 0.002
Si 7.661 5.761 8.829 -0.021 -0.006 0.004
Si 7.674 9.598 8.824 0 0.001 -0.002
Si 7.662 13.427 8.821 -0.007 0.006 0
Si 11.526 1.903 8.812 0.008 -0.002 -0.001
Si 11.539 5.759 8.829 0.013 -0.003 0.003
Si 11.526 9.599 8.822 -0.004 0 0.002
Si 11.536 13.428 8.813 0.015 0.006 -0.002
Si -0.014 15.361 10.171 -0.008 0.001 -0.003
Si -0.012 3.831 10.177 0.001 0.002 0.004
Si -0.003 7.683 10.2 0.006 -0.002 0.002
Si -0.011 11.507 10.209 -0.004 0.012 0.001
Si 3.808 15.363 10.174 0.01 0 -0.001
Si 3.818 3.829 10.187 0.002 -0.008 0.008
Si 3.816 7.686 10.21 -0.012 0.01 0.006
Si 3.801 11.506 10.205 0.004 0.003 0
Si 7.672 15.36 10.16 0.003 -0.01 -0.004
Si 7.665 3.831 10.176 0.007 0.007 -0.001
Si 7.655 7.685 10.195 0.013 0.004 0.001
Si 7.658 11.51 10.197 0.009 -0.001 -0.002
Si 11.526 15.355 10.16 0.002 -0.015 -0.005
Si 11.537 3.826 10.176 -0.007 0.009 0.004
Si 11.548 7.686 10.193 -0.011 0.005 0.002
Si 11.552 11.515 10.191 -0.012 0.006 -0.008
O 1.824 5.379 17.359 0.147 -0.228 0.415
O 3.844 8.482 20.077 0.52 0.076 -0.325
O 12.587 5.406 26.258 -0.059 -0.366 -0.275
O 8.429 3.427 27.14 -0.469 0.007 0.162
O 6.005 4.421 18.259 0.388 -0.063 0.206
O 5.593 14.747 18.195 0.138 0.135 0.356
O 1.641 6.366 28.042 0.116 0.357 -0.138
O 1.564 9.447 24.118 0.173 -0.024 -0.033
O 5.815 9.606 17.342 0.015 0.092 0.476
O 5.823 12.089 18.202 0.326 -0.049 0.383
O 9.444 15.991 18.165 -0.237 -0.113 0.158
O 9.591 13.45 17.335 0.209 0.02 0.472
O 9.593 17.284 20.453 -0.279 -0.245 0.092
O 9.642 8.248 18.256 -0.242 0.068 0.241
O 11.167 6.424 22.386 0.254 0.114 0.275
O 6.504 5.896 20.408 -0.113 -0.394 0.25
O 8.985 9.741 20.326 0.056 0.142 0.072
O 11.745 3.53 30.077 -0.189 -0.026 -0.511
O 13.224 14.968 18.335 -0.057 -0.718 0.037
O 13.603 1.96 17.263 0.168 -0.07 0.348
O 13.327 4.435 18.23 -0.205 -0.167 0.318
O 3.838 13.239 19.509 0.033 0.306 0.41
O 12.938 11.79 18.469 -0.039 0.67 0.352
O 9.225 11.608 28.24 0.053 -0.303 -0.597
O 12.93 11.217 23.354 -0.198 0.666 0.144
O 5.573 17.606 20.744 0.199 0.304 -0.344
O 7.417 15.76 20.929 -0.094 0.006 -0.389
O -1.915 10.84 20.813 0.266 -0.019 -0.082
O 0.602 16.688 19.764 -0.251 -0.2 0.055
O 7.843 2.725 22.092 -0.197 0.386 0.123
O 9.111 6.048 20.79 0.02 0.235 -0.561
O 8.275 15.29 30.078 0.413 -0.309 -0.122
O -0.345 5.801 25.354 0.388 0.269 0.106
O 2.53 12.453 22.637 -0.004 -0.66 0.334
O 13.461 9.497 17.372 0.163 -0.007 0.177
O 7.81 5.907 27.9 0.015 0.49 -0.404
O 0.879 16.027 24.731 0.105 -0.236 0.021
O 3.822 6.867 30.433 -0.225 0.118 -0.277
O 7.098 7.661 24.587 0.47 0.15 -0.175
O 7.798 13.756 27.993 0.157 -0.009 -0.664
O 0.824 14.395 22.637 0.119 0.191 0.153
O 4.179 6.066 19.026 -0.456 -0.537 -0.361
O 3.989 16.617 29.768 -0.376 0.313 -0.084
O 4.124 14.579 22.811 0.068 0.076 -0.15
O -0.996 3.564 26.552 0.058 -0.035 -0.015
O 5.17 12.204 22.616 0.48 0.178 -0.274
O 0.522 7.181 23.218 0.224 -0.138 -0.321
O 4.395 11.906 29.846 0.019 0.362 -0.032
O 11.749 6.007 30.919 -0.285 -0.07 -0.458
O 8.036 17.718 30.959 0.14 0.063 -0.289
O 0.125 7.369 29.961 -0.254 -0.208 -0.37
O 11.479 7.393 27.548 -0.336 -0.023 0.02
O -2.148 17.511 28.431 0.424 0.1 0.143
O 0.529 4.785 29.97 0.388 0.003 -0.462
O 9.482 10.902 18.091 -0.432 -0.009 0.021
O -2.332 9.615 25.402 -0.112 -0.444 -0.057
O -2.147 16.62 25.946 -0.316 0.375 0.021
O 5.963 5.633 29.736 0.02 -0.19 -0.074
O 11.28 11.456 30.018 0.197 -0.311 0.055
O 11.169 12.129 20.453 -0.107 -0.227 0.239
O 9.005 13.731 20.281 -0.122 -0.231 -0.449
O 3.738 4.957 28.516 0.102 -0.453 -0.282
O 7.657 13.678 22.522 -0.436 -0.033 0.125
O 1.272 13.796 28.282 0.19 -0.208 0.032
O 11.616 16.283 30.077 -0.02 -0.133 -0.357
O 11.455 9.786 19.424 0.416 -0.625 0.343
O 5.226 5.818 24.402 -0.047 0.097 -0.123
O 0.01 15.089 30.139 0.004 -0.151 -0.296
O 9.804 3.233 18.221 -0.264 -0.005 0.549
O -2.034 7.01 23.776 0.137 0.227 0.391
O 4.035 9.619 31.025 -0.027 -0.227 -0.545
O 3.562 17.056 22.356 -0.436 0.071 0.217
O 2.33 17.588 26.223 -0.05 0.694 0.161
O 6.689 10.431 21.426 -0.194 0.202 -0.294
O 10.278 13.501 22.524 0.471 0.013 0.218
O 11.498 15.429 24.495 -0.018 -0.117 -0.328
O 11.126 9.941 27.923 -0.337 -0.079 -0.401
O 4.379 3.454 25.082 0.302 0.081 -0.036
O 10.013 5.399 26.611 0.207 -0.215 -0.023
O -1.421 11.573 26.905 0.444 -0.03 0.04
O -1.397 15.149 23.846 -0.316 -0.357 -0.188
O 4.129 7.271 27.499 0.285 -0.201 0.382
O 1.353 13.04 20.384 -0.224 0.347 -0.042
O 0.085 16.683 27.238 0.104 -0.019 0.561
O 7.391 5.72 22.848 -0.038 -0.695 -0.129
O 11.653 12.557 27.678 -0.401 0.458 -0.038
O 11.474 14.673 20.397 -0.21 -0.047 0.355
O 11.706 13.84 31.004 0.295 0.057 -0.344
O 0.082 16.835 22.385 0.126 0.632 0.356
O 7.863 7.453 30.026 0.361 0.108 -0.272
O 11.019 7.086 24.939 -0.357 0.126 -0.126
O 2.734 6.386 21.131 0.067 0.228 0.27
O 11.713 16.938 19.085 0.301 0.293 0.042
O 11.627 5.468 20.002 -0.265 -0.062 -0.291
O 0.088 12.402 30.072 0.198 -0.054 -0.485
O 3.969 12.896 24.801 0.341 0.133 0.093
O 1.125 4.423 21.373 -0.095 -0.138 -0.383
O 1.724 8.999 21.58 -0.32 -0.217 -0.241
O 8.106 9.933 25.419 0.085 -0.046 0.696
O 8.774 12.295 24.405 -0.282 0.001 0.317
O 8.847 10.053 22.91 0.072 0.138 0.018
O 10.669 10.62 24.778 0.124 0.177 0.223
O 3.589 3.882 20.964 0.267 0.221 -0.349
O 10.631 17.665 28.058 0.19 -0.051 -0.321
O 4.119 16.247 24.861 -0.061 -0.266 0.005
O 6.119 15.621 28.69 0.007 -0.145 0.143
O 7.824 12.455 30.273 0.051 0.439 0.092
O 3.23 16.893 19.722 0.497 -0.17 -0.227
O -0.851 4.903 22.903 -0.076 -0.359 0.412
O 3.715 14.894 27.897 0.303 -0.272 -0.236
O 9.002 14.964 24.349 -0.371 -0.025 0.295
O 4.148 11.985 27.196 0.177 0.245 -0.279
O -2.288 13.932 25.971 -0.177 -0.305 -0.278
O 11.726 8.891 23.184 -0.426 0.265 -0.5
O 4.495 9.728 28.381 -0.107 -0.23 0.545
O -1.123 5.673 20.376 0.362 0.55 0.253
O 11.96 8.419 29.919 0.076 0.332 -0.114
O 2.964 4.928 23.335 -0.164 -0.167 0.291
O 0.243 17.668 30.818 -0.087 0.031 -0.33
O 2.899 9.173 26.32 -0.15 -0.256 -0.172
O 4.71 17.265 27.241 0.479 0.391 0.112
O 1.795 2.749 17.948 -0.235 0.2 0.302
O 8.341 4.858 30.273 0.527 -0.054 -0.144
O -1.747 16.033 20.703 -0.028 -0.176 0.327
O 9.814 17.169 25.609 0.164 0.311 -0.138
O 5.63 9.03 26.225 0.075 0.008 0.083
O 6.345 13.451 20.309 -0.127 -0.102 0.557
O -0.093 11.985 22.351 -0.06 -0.063 0.062
O 5.795 17.282 17.43 -0.105 -0.048 0.482
O 6.012 16.451 23.053 0.303 -0.106 0.436
O -1.826 9.074 27.891 0.508 -0.038 0.011
O 0.211 9.593 26.344 -0.042 -0.264 -0.011
O 2.787 10.862 20.023 -0.101 -0.23 0.007
O 8.446 16.251 27.619 0.196 -0.247 -0.371
O 1.949 7.473 18.698 -0.174 0.256 0.257
O 0.19 9.876 30.84 0.184 -0.062 -0.514
O 6.511 11.462 28.243 0.247 -0.467 -0.525
O 10.276 4.003 21.85 0.369 -0.112 0.457
O 7.59 8.007 21.665 -0.281 0.051 0.125
O 13.153 7.041 18.417 -0.04 0.04 0.332
O 3.033 5.502 25.93 -0.361 0.1 -0.089
O 7.629 5.207 25.39 0.112 -0.227 -0.249
O 1.921 11.509 25.749 -0.539 0.181 -0.113
O -1.415 13.727 28.403 -0.468 0.423 0.013
O -0.632 9.451 22.633 -0.382 -0.378 0.256
O 7.907 9.91 30.976 -0.111 0.06 -0.269
O 9.584 5.741 17.39 0.097 0.035 0.252
O -1.054 3.155 20.834 -0.555 0.287 -0.097
O 6.336 7.101 18.119 0.425 0.065 0.28
O 10.064 17.047 23.025 0.355 -0.052 -0.124
O 6.007 10.021 23.903 -0.203 -0.032 -0.091
O -0.868 5.815 27.988 -0.49 0.25 -0.057
O 4.122 9.918 22.162 -0.172 -0.396 0.189

Results
total energy: -104740.627 eV
total energy less fixed offsets of O -438.35, Si -107.03 eV per atom: 1.483 eV
